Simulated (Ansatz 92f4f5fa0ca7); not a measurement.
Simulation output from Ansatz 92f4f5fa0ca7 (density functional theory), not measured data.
Periodic cell of 208 atoms, Si128O80, from a study of silicon, its oxide and their interface. The atomic structure is a simulated model.
This geometry differs little from another in the collection (a relaxation step or a small displacement).

Settings
functional: r2SCAN
potential files: Ansatz PAW
basis: plane waves
wave-function cutoff: 800 eV
density cutoff ratio: 5
exchange-correlation grid ratio: 1
k mesh: 1 x 1 x 1, shifted by 0.5 0.5 0 of a step
self-consistency stop: 1e-10 eV per atom in the density residual
occupations: fixed
spin: none
net charge: 0

Cell vectors (angstrom)
a  10.88  0  0
b  0  10.88  0
c  0.4662  0.8337  30.4995

Atoms: element, x, y, z (angstrom)
Si  1.6556  -1.6438  0.004
Si  4.3683  1.0239  -0.0062
Si  1.0619  4.3589  0.1043
Si  3.9722  -3.7887  0.0766
Si  -4.1055  -1.0828  0.1327
Si  -1.7582  1.6681  0.0859
Si  6.9186  3.9049  0.1677
Si  -1.2038  -4.3733  0.2274
Si  2.7116  -0.0086  1.3052
Si  5.3878  2.6626  1.3865
Si  2.7416  -5.4003  1.3213
Si  5.5715  -2.7114  1.3754
Si  -2.7077  0.0998  1.5452
Si  -0.0387  2.7092  1.3269
Si  8.1226  5.3886  1.5239
Si  0.0175  -2.716  1.3439
Si  1.3457  1.3497  2.6641
Si  4.0464  4.078  2.6905
Si  1.3796  -4.0688  2.7347
Si  4.1287  -1.3422  2.7046
Si  6.7427  1.3851  2.8536
Si  9.5088  4.0102  2.8062
Si  6.8049  6.8021  2.802
Si  -1.3146  -1.3457  2.736
Si  0.0276  0.006  4.09
Si  2.6912  2.7194  4.0492
Si  0.0126  5.4287  4.0838
Si  2.7548  -2.7109  4.0674
Si  5.4097  -0.0087  4.146
Si  8.1423  2.7091  4.1766
Si  5.413  5.4218  4.0879
Si  8.1833  -2.6979  4.1008
Si  1.3559  -1.37  10.9083
Si  4.0586  1.359  10.8941
Si  1.3218  4.0518  10.8225
Si  4.0943  -4.0791  10.8214
Si  6.8308  -1.3363  10.8479
Si  -1.3426  1.3398  10.8268
Si  6.814  4.0898  10.8843
Si  -1.3644  6.824  10.912
Si  2.6918  0.0059  12.2734
Si  5.4531  2.7159  12.2172
Si  2.6889  5.4296  12.1043
Si  5.4822  -2.7234  12.1553
Si  -2.6844  0.0229  12.2108
Si  -0.0034  2.6698  12.2031
Si  8.1658  5.4524  12.2628
Si  -0.0226  -2.6918  12.3017
Si  1.3127  1.3348  13.6723
Si  4.0384  4.0856  13.4662
Si  1.3654  -4.1282  13.5311
Si  4.1456  -1.3491  13.5089
Si  -4.0259  1.4025  13.5718
Si  -1.3623  4.0346  13.557
Si  6.8039  -4.0549  13.603
Si  -1.3753  -1.2982  13.6811
Si  -0.3495  0.3435  15.0698
Si  2.5542  2.9228  14.8578
Si  0.2915  -5.7985  14.8031
Si  2.9958  -2.9602  14.7125
Si  5.7319  -0.2074  14.8184
Si  -2.5607  2.6098  15.0018
Si  5.135  5.6697  14.7676
Si  -2.9794  -2.4561  14.9498
Si  0.1663  -5.0509  17.6559
Si  0.5114  -1.5958  -2.8279
Si  7.2602  4.4695  21.8227
Si  6.835  -4.6404  19.4058
Si  -0.1753  0.5224  -7.2657
Si  3.923  0.2076  19.7598
Si  2.268  4.1557  -2.6588
Si  -1.9854  -2.9603  17.9066
Si  1.8394  -0.3212  -5.1568
Si  8.0332  0.2022  -2.2137
Si  4.4327  -1.5331  -4.7364
Si  0.0182  -0.7369  18.034
Si  6.4095  3.9798  17.1438
Si  5.1417  0.9813  -2.8785
Si  6.4185  -3.8593  -4.1485
Si  5.1762  5.3067  -2.0921
Si  8.151  -3.072  -6.4027
Si  -1.9003  -3.3437  -2.5553
Si  -1.162  3.3564  -7.8407
Si  4.1157  3.5712  -7.4193
Si  1.032  1.0457  20.3341
Si  2.5106  -4.5941  21.539
Si  4.4095  1.622  17.0628
Si  5.6482  2.0861  21.5657
Si  2.1811  -2.8157  17.5259
Si  3.3927  2.3804  -4.6938
Si  4.232  -2.8572  19.7041
Si  -0.2607  -4.8253  -6.8983
Si  0.5079  -4.3623  -3.9074
Si  6.2999  -0.8502  -6.91
Si  -2.3283  -0.4711  -5.1965
Si  0.8445  4.1831  20.0512
Si  1.392  -1.3587  5.4312
Si  4.0489  1.3764  5.4442
Si  1.3579  4.071  5.4466
Si  4.0743  6.7943  5.4498
Si  6.8053  -1.3605  5.4696
Si  -1.3543  1.3368  5.4762
Si  6.7821  4.0986  5.4733
Si  9.5354  -4.0809  5.4359
Si  2.7189  0.0056  6.8016
Si  5.4242  2.7213  6.8034
Si  2.7154  5.4345  6.808
Si  5.4424  -2.7308  6.8111
Si  -2.7181  -0.0105  6.8345
Si  -0.0009  2.7195  6.8157
Si  8.1576  -5.4192  6.7985
Si  0.0211  -2.7229  6.7813
Si  1.3625  1.3472  8.1574
Si  4.0785  4.0762  8.1601
Si  1.3551  6.7997  8.1609
Si  4.0795  -1.3525  8.1546
Si  6.7873  1.3692  8.1661
Si  -1.3742  4.0939  8.1509
Si  6.8114  -4.0741  8.1661
Si  -1.3378  -1.3809  8.151
Si  0.0185  -0.0262  9.5066
Si  2.7181  2.7089  9.5051
Si  -0.0278  5.4563  9.5172
Si  2.7147  -2.7095  9.5114
Si  5.4277  0.0064  9.5243
Si  8.1617  2.7282  9.5132
Si  5.4568  5.4287  9.5011
Si  8.1782  -2.7161  9.5154
O  0.4838  -4.4173  -5.5244
O  -0.8349  4.5525  -6.814
O  4.0568  2.0789  -8.0877
O  2.3359  -2.2476  16.0251
O  8.105  2.8898  -0.292
O  3.228  2.3426  16.2272
O  7.6829  3.3228  16.3504
O  1.4482  4.0373  15.3166
O  1.6048  3.6746  -1.2712
O  1.0968  -0.213  -6.5906
O  2.4553  0.2787  20.4412
O  0.1745  -0.2057  16.5137
O  0.3269  4.5024  18.555
O  -0.4372  -5.3667  16.1963
O  -2.3584  -3.0666  16.3331
O  -1.0397  -1.9648  -2.5314
O  -1.4225  -1.4714  18.2192
O  6.1994  4.4535  -1.1874
O  1.1553  -2.9899  -3.3444
O  2.813  -2.7348  -0.3886
O  -2.0829  -3.846  -1.0357
O  4.76  -4.232  -1.2862
O  5.4075  -3.9674  19.7802
O  -0.0584  -5.4051  -0.3455
O  2.7862  0.975  -5.1643
O  3.1172  4.665  -8.0497
O  7.522  -5.2026  20.7726
O  3.6225  -2.9055  18.2149
O  3.8081  4.5266  -2.384
O  4.1478  1.3205  -1.6117
O  -1.0364  -4.439  -3.397
O  4.5671  -1.2783  19.9484
O  -2.213  0.0133  -3.6843
O  1.298  2.6338  20.1179
O  7.2217  -2.1274  -7.3693
O  5.6274  4.93  16.1157
O  5.1765  0.5691  16.1242
O  8.1097  3.1656  -7.8549
O  7.62  -3.3657  18.7948
O  5.6485  4.0797  -7.6051
O  0.1607  0.4629  19.1022
O  4.9261  1.2743  20.4082
O  1.4176  5.3511  -3.304
O  -1.6478  0.9162  -1.3719
O  4.0671  -4.0731  15.2638
O  5.4361  2.7608  17.6167
O  6.0561  0.1869  -8.0941
O  5.9116  -5.2411  -3.4934
O  -1.417  0.2376  -6.2989
O  -0.3349  4.4883  21.111
O  1.5937  -4.3189  17.4968
O  5.1054  -2.9288  -4.2919
O  1.2044  -1.8054  18.3216
O  -1.464  1.4841  15.4807
O  5.446  -0.1843  -0.114
O  2.0406  5.2077  20.4196
O  3.7597  0.7169  18.2314
O  4.8875  -1.2673  -6.2743
O  7.163  -4.0764  -5.583
O  7.524  -1.1032  -1.3465
O  4.8164  2.1248  -3.9734
O  2.8251  -1.5858  -4.9228
O  3.1577  -3.3112  20.8168
O  0.8163  -4.812  -8.1012
O  0.7249  -0.4539  -3.9705
O  -0.1998  2.1423  -7.3558
O  6.7942  4.9612  18.3849
O  7.0438  -0.1403  -5.66
O  1.1542  -1.067  -1.4432
O  2.2585  2.9488  -3.7079
O  0.1984  0.8077  21.7113
O  3.669  3.4205  -5.8847
O  6.6849  3.1914  20.9919
O  -0.8608  -4.029  18.3441
O  4.8327  -0.4595  -3.5769
O  7.5004  -3.1761  -3.1605
O  6.6889  1.1025  -2.4211
O  -1.5412  -3.845  -7.1797
O  -2.027  -2.0665  -5.3238
O  6.7765  -1.3399  15.3865

Results
free energy: -127503.549 eV
free energy less fixed offsets of O -570.45, Si -639.56 eV per atom: -3.869 eV

Forces (eV/angstrom), in the order of the atoms: element, x, y, z
Si  -0.0057  0.0018  -0.0374
Si  0.0091  -0.004  -0.0366
Si  0.0035  -0.0048  -0.0333
Si  0.0021  -0.0016  -0.0344
Si  -0.0031  0.0109  -0.0376
Si  0  -0.0053  -0.0334
Si  -0.0048  0.0014  -0.0363
Si  -0.0058  0.0049  -0.0345
Si  0.0017  0.0001  -0.0007
Si  0.0004  -0.0015  -0.0019
Si  -0.0004  0.0004  0.0021
Si  0.0009  0.0024  0.0002
Si  -0.0002  -0.0001  0.0041
Si  -0.0015  0.0005  0.0021
Si  0.0003  -0.0006  0.0014
Si  -0.0004  0.0019  0.0024
Si  0.0008  -0.0002  0.0008
Si  -0.0017  0.0031  0.0008
Si  0.002  -0.0002  -0.0026
Si  0.0007  -0.0003  -0.0019
Si  0.0006  0.0019  0.0001
Si  0.001  0.0006  -0.0025
Si  -0.0007  0.001  -0.0003
Si  0  -0.0012  -0.0028
Si  0.0008  0.0017  0.0014
Si  -0.0001  -0.0003  -0.0018
Si  0  0  -0.0014
Si  0.0006  -0.0003  -0.0019
Si  -0.0014  -0.0017  -0.0008
Si  0.0003  0.0007  0.0012
Si  -0.0002  0.0009  0.0008
Si  -0.001  0.0008  0.0011
Si  0.0008  0.0011  0.0007
Si  0.0001  -0.0009  0.0016
Si  -0.0006  -0.0019  0.0012
Si  0.0021  0.0014  0.0013
Si  -0.002  -0.0002  -0.0032
Si  0.0013  0.0009  -0.0003
Si  -0.001  0.0009  0
Si  0.0005  0.0009  0.0013
Si  -0.0011  -0.0002  -0.0029
Si  0.0016  -0.0001  0.0005
Si  0.0008  -0.0007  -0.0027
Si  -0.0004  0  0.0011
Si  0  0.0013  -0.0003
Si  0.0005  -0.001  -0.0017
Si  0.0007  -0.0009  0.0003
Si  -0.0004  0.0011  -0.0015
Si  -0.0002  -0.0016  0.001
Si  0.0004  0.0012  0.0024
Si  0  -0.0006  -0.0036
Si  -0.0017  0.0003  -0.0043
Si  0.0013  0.0013  0.0018
Si  -0.0032  -0.0012  0.0016
Si  -0.0001  0.0005  -0.0038
Si  -0.0013  -0.0004  0.0005
Si  0.0016  -0.0069  0.0398
Si  0.0049  0.0003  0.0281
Si  -0.0047  0.0053  0.0376
Si  -0.0079  0.0048  0.0359
Si  -0.0038  0.0055  0.0324
Si  -0.0032  0.0049  0.0356
Si  0.0015  -0.0034  0.0261
Si  0.007  -0.0041  0.0326
Si  0.0056  -0.0032  0.0591
Si  0.001  -0.002  -0.061
Si  -0.0002  -0.0072  0.0098
Si  -0.0054  0.0016  0.0363
Si  -0.0001  0.0082  -0.0052
Si  0.0031  -0.0022  0.0396
Si  0.0013  0.0048  -0.0571
Si  0.001  -0.0021  0.0508
Si  0.006  0.0013  -0.027
Si  -0.0047  0.0021  -0.0639
Si  -0.003  -0.0022  -0.0318
Si  0.0005  -0.0013  0.0555
Si  -0.0009  0.0045  0.0551
Si  0.0001  -0.0086  -0.0604
Si  -0.0028  0.0094  -0.0412
Si  -0.0108  -0.0071  -0.058
Si  0.0044  0.0024  -0.0164
Si  -0.002  0.0027  -0.0564
Si  -0.0019  -0.0033  0.0036
Si  0.0033  0.0024  -0.0151
Si  0.0035  0.0088  0.0282
Si  -0.0001  -0.004  0.0139
Si  -0.003  -0.0055  0.0576
Si  0.0041  0.0046  0.0129
Si  0.0078  -0.0045  0.0524
Si  -0.0021  -0.0017  -0.0389
Si  -0.0009  -0.0001  0.0329
Si  -0.0068  -0.0059  -0.0169
Si  0.0015  0.0005  -0.0231
Si  0.0021  0.0007  -0.0133
Si  -0.003  -0.0043  -0.0433
Si  0.0053  -0.0021  0.0355
Si  0.0004  0.0009  0.0004
Si  -0.0005  -0.0003  0.0026
Si  0.0005  0.0002  0.0001
Si  0  0  0.0001
Si  0.0005  0.0003  -0.0006
Si  0.0005  0.0002  -0.0018
Si  0  0.0008  -0.0017
Si  0.0004  0.0006  0.001
Si  0.0012  0.0007  -0.001
Si  0.001  -0.0003  -0.0016
Si  -0.0004  0.0004  -0.0022
Si  -0.0001  0.0011  -0.0014
Si  -0.0006  0.001  -0.0017
Si  -0.0011  -0.0001  -0.0015
Si  -0.0011  -0.0013  -0.0002
Si  0  -0.0007  -0.0003
Si  0.0007  0.0011  0
Si  0.0008  -0.0009  0.0004
Si  0.0007  0.0008  0.001
Si  -0.0005  -0.0007  0.0007
Si  0.0006  0.0001  0.0016
Si  0.001  0.0002  0.0007
Si  0.0002  0.0004  0
Si  -0.0009  0.001  0.0008
Si  -0.0002  -0.0006  -0.0015
Si  0.0003  0.0003  -0.0014
Si  -0.0014  -0.0004  -0.002
Si  0.0002  0.0006  -0.0021
Si  0.0005  0.001  -0.0021
Si  -0.0003  -0.0001  -0.0021
Si  0.0003  -0.001  -0.0004
Si  -0.0002  0  -0.002
O  0.0042  0.0014  0.0285
O  -0.0014  0.0038  0.0025
O  -0.0014  -0.0004  -0.0013
O  0.0048  -0.0048  -0.0463
O  -0.0015  0.0039  0.0135
O  -0.0156  0.012  -0.0364
O  0.0137  -0.011  -0.0359
O  0.0031  -0.0034  -0.0226
O  -0.0136  0.0012  0.0459
O  0.003  -0.0014  0.0065
O  0.002  0.0006  -0.0152
O  -0.0059  0.0149  -0.0523
O  -0.0057  0.0112  -0.0293
O  0.0017  -0.0045  -0.0439
O  -0.0124  0.0039  -0.0513
O  -0.0045  -0.0003  0.0176
O  0  -0.0014  -0.0134
O  0.012  -0.0113  0.0318
O  -0.0025  0.0089  0.0155
O  0.0018  -0.0021  0.0117
O  0.0055  -0.0021  0.0382
O  -0.0079  0.0132  0.0371
O  0.0024  -0.0012  -0.0138
O  0.0003  0.0024  0.0208
O  0.0031  0.0031  0.0096
O  -0.0023  -0.0005  -0.0006
O  -0.003  0.0049  -0.0161
O  -0.0149  -0.0018  -0.0316
O  0.0129  0.013  0.0222
O  -0.01  0.0036  0.0465
O  -0.0094  0.0086  0.0236
O  -0.003  -0.0004  -0.0077
O  -0.0023  0.007  0.0355
O  -0.0014  0.001  -0.0091
O  0.0022  -0.0017  0.0002
O  -0.0106  0.014  -0.0353
O  0.0115  -0.0155  -0.0351
O  -0.0026  0.0027  -0.0045
O  0.0087  0.0055  -0.0216
O  -0.0008  0.0026  -0.0005
O  -0.0045  -0.0134  -0.0291
O  -0.0074  -0.0058  -0.0149
O  0.008  -0.0112  0.0216
O  0.0082  0.0107  0.039
O  0.0024  -0.0006  -0.0162
O  0.001  -0.0007  -0.019
O  -0.0006  0.0004  0.0007
O  -0.0068  -0.0078  0.0322
O  -0.0015  -0.0011  0.0097
O  0.003  -0.0001  -0.0117
O  -0.0014  0.0029  -0.0218
O  0.0061  -0.0046  0.0128
O  0.0005  -0.0015  -0.0148
O  -0.0022  0.0032  -0.0104
O  -0.0001  -0.003  0.0199
O  -0.0056  -0.0039  -0.0111
O  0.0048  0.0123  -0.0384
O  -0.0029  0.0019  0.0124
O  -0.0065  -0.0015  0.021
O  -0.0087  -0.0094  0.0382
O  0.006  -0.0034  0.0234
O  0.0005  0.0006  0.0097
O  0.0077  0.006  -0.0152
O  0.001  -0.0001  0
O  -0.0069  -0.0047  0.0259
O  -0.0002  -0.0033  0.0027
O  -0.0024  -0.0199  -0.0316
O  0.0043  0.0017  0.0121
O  0.011  -0.0017  0.05
O  -0.0046  0.0105  0.0192
O  0.0016  -0.0018  -0.009
O  -0.0014  -0.0028  0.015
O  0.0003  0.003  -0.0047
O  0.001  -0.0013  -0.0187
O  0.006  0.0163  0.0264
O  0.0122  0.0051  0.0251
O  0.0084  -0.0002  0.0264
O  -0.0012  0.0024  0.0042
O  0  0.0035  0.0099
O  -0.0021  0.001  -0.0144

The program warned: the cutoff lies below the one the program advises for these potential files; the forces do not sum to zero within the program's tolerance; empty levels may hold ghost states of the PAW files; the exchange-correlation potential is rough where the density is thin.
